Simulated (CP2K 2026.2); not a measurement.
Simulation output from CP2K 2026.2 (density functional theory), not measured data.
Periodic cell of 506 atoms, Si360O144H2, from a study of silicon, its oxide and their interface. The atomic structure is a simulated model.
Doubt: the forces sum to 2.01 eV/angstrom along one axis rather than to zero, so they err by at least 0.0040 eV/angstrom per atom on average; the grid cutoff is modest.

Settings: functional PBE; method Gaussian and plane waves; basis set DZVP-MOLOPT-SR-GTH; pseudopotentials GTH-PBE; grid cutoff 350 Ry, relative cutoff 50 Ry; k points Gamma only; occupations fixed; spin none; net charge 0.

Cell vectors (angstrom)
a	16.32	0	0
b	0	16.32	0
c	-2.6612	3.4767	33.7966

Atoms and the computed forces on them: element, x, y, z (angstrom), force x, y, z (eV/angstrom)
Si	1.634	14.724	0.187	0.007	0.031	-0.169
Si	3.902	1.541	0.182	0.055	0.039	-0.226
Si	1.7	3.821	0.256	-0.207	0.216	-0.405
Si	4.116	6.721	0.512	0.023	0.087	-0.382
Si	1.871	8.924	0.051	-0.145	0.119	-0.414
Si	3.824	12.491	0.134	-0.139	-0.04	-0.29
Si	6.884	14.814	0.192	0.013	-0.097	-0.327
Si	6.896	5.016	33.671	-0.024	-0.063	0.023
Si	3.587	8.022	33.786	-0.132	0.13	-0.106
Si	6.477	10.581	33.746	0.143	-0.09	-0.291
Si	6.984	9.378	0.078	0.031	0.068	-0.228
Si	6.547	16.128	33.768	0.037	-0.131	-0.342
Si	12.596	14.67	0.028	-0.02	0.021	-0.159
Si	14.72	1.539	0.2	-0.014	-0.018	-0.388
Si	12.548	3.791	0.015	0.08	0.147	-0.365
Si	12.007	10.619	33.764	0.225	-0.085	-0.469
Si	12.344	9.289	0.048	-0.083	0.067	-0.3
Si	14.799	12.414	0.243	0.111	-0.048	-0.381
Si	2.741	16.308	1.535	-0.077	-0.005	-0.324
Si	5.434	2.796	1.445	0.042	0.039	-0.267
Si	2.675	5.395	1.696	0.035	-0.246	-0.107
Si	5.504	8.244	1.567	0.078	-0.033	-0.239
Si	2.726	10.784	1.367	0.017	0.047	-0.138
Si	5.395	13.601	1.523	-0.039	-0.022	-0.201
Si	8.166	0.138	1.312	0.13	0.003	-0.245
Si	10.911	2.74	1.364	0.037	0.025	-0.113
Si	8.047	5.493	1.298	-0.086	-0.005	-0.236
Si	10.805	8.124	1.37	-0.08	-0.052	-0.192
Si	8.21	10.932	1.352	-0.043	0.07	-0.191
Si	10.877	13.651	1.329	0.055	0.007	-0.168
Si	13.57	16.289	1.487	0.028	-0.006	-0.245
Si	0.018	2.697	1.484	0.055	0.033	-0.228
Si	13.623	5.461	1.318	-0.025	-0.025	-0.166
Si	0.014	8.146	1.325	0.001	-0.048	-0.007
Si	13.532	10.848	1.418	-0.011	-0.095	-0.158
Si	0.036	13.585	1.522	0.08	0.08	-0.193
Si	1.326	1.321	2.87	0.037	-0.034	0.155
Si	4.088	4.041	2.947	-0.089	-0.197	0.174
Si	1.261	6.808	2.86	-0.095	0.093	0.142
Si	4.098	9.584	2.849	0.02	0.046	0.234
Si	1.358	12.147	2.816	0.096	-0.08	0.012
Si	4.105	14.982	2.893	0.033	0.037	0.178
Si	6.849	1.436	2.765	-0.129	0.051	0.035
Si	9.493	4.122	2.673	-0.092	0.078	-0.027
Si	6.841	6.818	2.854	0.081	0.055	0.136
Si	9.551	9.565	2.76	-0.064	0.03	0.075
Si	6.805	12.214	2.79	0.031	0.003	0.131
Si	9.539	15.057	2.717	-0.054	-0.021	-0.024
Si	12.19	1.357	2.798	0.021	-0.047	0.161
Si	14.982	4.138	2.783	-0.037	0.011	0.006
Si	12.189	6.751	2.722	0.062	0.012	0.07
Si	14.975	9.524	2.75	0.053	-0.054	0.016
Si	12.176	12.229	2.763	-0.049	0.138	0.044
Si	14.989	14.973	2.844	-0.046	0.04	0.163
Si	-0.019	16.314	4.259	0.009	-0.021	-0.024
Si	2.694	2.674	4.26	0.12	0.055	-0.072
Si	-0.042	5.446	4.251	0.003	0.032	-0.037
Si	2.707	8.173	4.173	-0.073	0.089	-0.053
Si	-0.027	10.85	4.202	0.017	0.032	0.008
Si	2.716	13.567	4.19	0.008	-0.011	-0.073
Si	5.493	16.379	4.185	-0.055	-0.022	-0.021
Si	8.191	2.78	4.143	0.02	-0.072	-0.001
Si	5.461	5.462	4.24	0.014	-0.021	-0.1
Si	8.207	8.207	4.185	-0.058	-0.097	-0.086
Si	5.463	10.909	4.233	-0.014	-0.045	-0.052
Si	8.177	13.643	4.112	-0.007	-0.003	-0.117
Si	10.861	16.336	4.196	-0.038	0.068	-0.025
Si	13.593	2.743	4.136	-0.024	-0.003	-0.085
Si	10.841	5.431	4.132	0.046	0.045	-0.017
Si	13.579	8.139	4.103	0.021	-0.034	-0.1
Si	10.868	10.895	4.187	0.025	-0.011	0.001
Si	13.574	13.587	4.146	-0.011	0.028	-0.071
Si	1.385	14.983	16.574	-0.019	0.003	0.063
Si	4.069	17.668	16.578	0.044	0.024	0.043
Si	1.382	4.1	16.546	-0.043	-0.003	0.037
Si	4.08	6.816	16.547	0.019	-0.049	0.045
Si	1.395	9.566	16.562	-0.029	-0.041	0.051
Si	4.073	12.248	16.596	0.013	-0.006	0.079
Si	6.785	14.978	16.578	-0.043	-0.014	0.05
Si	9.494	17.658	16.527	0.051	-0.013	0.019
Si	6.8	4.108	16.55	-0.027	-0.005	0.044
Si	9.494	6.786	16.532	0.049	0.005	0.038
Si	6.774	9.542	16.555	-0.018	0.01	0.045
Si	9.469	12.234	16.53	0.017	0.038	0.022
Si	12.251	14.999	16.539	-0.021	-0.017	0.037
Si	14.949	17.661	16.517	0.077	-0.009	0.016
Si	12.235	4.088	16.506	-0.032	-0.001	0.021
Si	14.968	6.794	16.524	0.014	0.033	0.001
Si	12.264	9.561	16.513	-0.042	-0.01	0.006
Si	14.974	12.266	16.553	0.001	0.018	0.032
Si	2.728	16.321	18.006	-0.027	-0.041	0.112
Si	5.442	2.737	17.908	-0.032	-0.007	0.028
Si	2.739	5.462	17.94	-0.012	0.061	0.078
Si	5.418	8.181	17.931	0.024	0.001	0.012
Si	2.722	10.909	18.019	0.011	0.006	0.042
Si	5.428	13.621	17.971	0.039	0.012	0.018
Si	8.151	16.328	17.958	0.05	0.044	0.057
Si	10.859	2.716	17.848	-0.018	-0.027	-0.007
Si	8.153	5.442	17.967	-0.005	-0.004	0.096
Si	10.886	8.179	17.819	0.016	0.014	-0.023
Si	8.114	10.894	17.95	-0.013	-0.012	0.061
Si	10.84	13.627	17.831	0.007	-0.056	0.046
Si	13.598	16.354	17.957	0.032	0.018	0.087
Si	0.021	2.681	17.851	-0.099	-0.039	-0.024
Si	13.61	5.418	17.884	0.049	-0.009	0.095
Si	0.021	8.172	17.869	-0.002	-0.003	0.103
Si	13.613	10.911	17.922	-0.01	-0.016	0.079
Si	0.022	13.622	17.935	-0.02	0.012	-0.01
Si	1.346	17.736	19.337	-0.017	0.031	-0.129
Si	4.098	4.077	19.308	0.041	0.007	-0.061
Si	1.331	6.814	19.296	0.035	0.009	-0.137
Si	4.067	9.483	19.382	-0.006	0.003	0.049
Si	1.357	12.315	19.39	0.11	0.039	0.064
Si	4.102	14.955	19.415	-0.096	-0.002	-0.031
Si	6.818	17.757	19.314	0.056	0.024	-0.14
Si	9.539	4.01	19.29	-0.033	-0.039	-0.031
Si	6.784	6.854	19.323	-0.003	0.019	-0.034
Si	9.529	9.485	19.221	-0.027	-0.031	-0.116
Si	6.758	12.26	19.375	0.01	-0.065	0.037
Si	9.517	14.91	19.293	-0.043	-0.055	-0.106
Si	12.168	17.732	19.289	-0.031	-0.021	-0.035
Si	-1.378	3.952	19.215	-0.015	-0.12	-0.208
Si	12.253	6.853	19.181	-0.01	0.052	-0.13
Si	-1.291	9.543	19.267	0.05	0.033	-0.169
Si	12.182	12.306	19.213	-0.026	0.04	-0.218
Si	-1.309	14.992	19.312	0.055	0.077	-0.028
Si	0.021	16.391	20.749	-0.027	-0.089	0.093
Si	2.712	2.776	20.721	0.041	0.036	0.32
Si	0.001	5.283	20.491	0.054	0.151	0.302
Si	2.635	8.155	20.775	-0.026	-0.048	0.243
Si	0.013	10.903	20.725	-0.05	-0.089	0.171
Si	2.723	13.623	20.884	-0.016	-0.025	0.108
Si	5.498	16.405	20.677	-0.057	-0.075	0.204
Si	8.165	2.727	20.788	0.1	-0.035	0.228
Si	5.435	5.461	20.676	-0.054	0.039	0.149
Si	8.222	8.18	20.682	0.076	-0.087	0.305
Si	5.408	10.862	20.779	-0.012	0.035	0.165
Si	8.199	13.571	20.75	0.003	-0.123	0.26
Si	10.822	16.32	20.628	0.141	0.004	0.15
Si	13.539	2.73	20.692	0.003	0.204	0.266
Si	10.939	5.449	20.497	0.052	0.012	0.265
Si	13.669	8.143	20.553	-0.144	0.166	0.228
Si	10.856	10.883	20.527	0.021	0.02	0.257
Si	13.532	13.663	20.564	-0.064	0.073	0.278
Si	1.724	15.428	22.126	-0.125	-0.163	0.442
Si	4.012	17.635	22.05	0.021	0.097	0.293
Si	1.501	4.32	22.099	0.005	-0.157	0.131
Si	3.791	6.511	22.037	-0.056	-0.066	0.18
Si	1.467	9.714	22.205	0.081	0.163	-0.077
Si	3.785	11.914	22.221	0.001	0.038	0.013
Si	6.97	15.153	22.013	-0.006	-0.058	0.294
Si	9.22	17.29	22.058	0.049	0.162	0.422
Si	7.051	4.422	22.062	0.068	0.081	0.335
Si	9.42	6.506	21.924	-0.106	0.047	0.198
Si	7.108	9.77	22.04	0.057	0.077	0.207
Si	9.41	11.941	22.071	-0.087	0.042	0.061
Si	12.417	15.237	21.979	0.105	0.007	0.18
Si	-1.667	17.469	22.038	-0.091	-0.141	0.31
Si	12.551	4.528	21.96	-0.179	-0.236	0.047
Si	-1.432	6.566	21.767	0.008	-0.369	0.044
Si	12.462	9.751	21.788	0.177	-0.105	0.344
Si	-1.707	12.05	21.846	-0.087	0.057	0.378
Si	0.014	2.582	24.356	-0.045	-0.105	0.293
Si	1.714	6.673	26.47	0.149	0.018	0.419
Si	11.991	8.681	26.786	-0.041	0.111	0.37
Si	9.224	9.593	26.056	0.013	0.077	0.625
Si	8.301	13.152	30.981	-0.015	-0.035	-0.605
Si	12.132	10.154	30.75	0.059	0.099	-0.508
Si	11.286	13.367	24.272	0.013	0.143	0.328
Si	2.459	14.134	31.712	-0.039	0.106	-0.438
Si	5.422	10.657	28.332	-0.188	0.059	0.019
Si	8.634	3.339	31.499	0.013	-0.005	-0.548
Si	0.301	10.588	28.955	0.118	-0.15	-0.245
Si	10.205	17.699	25.054	-0.131	-0.151	0.475
Si	9.899	13.805	27.125	-0.052	-0.021	0.386
Si	6.701	19.244	29.23	-0.169	0.128	-0.434
Si	-1.475	10.125	26.501	-0.103	0.143	0.509
Si	12.555	16.64	26.506	0.139	0.061	0.195
Si	14.324	12.55	24.727	0.199	0.074	0.55
Si	3.706	4.353	26.774	-0.042	-0.039	0.473
Si	-1.534	14.211	29.262	-0.169	0.016	-0.358
Si	9.288	5.091	26.467	-0.101	-0.009	0.229
Si	11.541	17.223	29.33	-0.081	0.095	-0.292
Si	12.86	15.397	31.112	-0.077	-0.033	-0.621
Si	5.493	13.521	24.387	0.006	0.097	0.357
Si	2.787	11.79	27.595	0.042	0.038	0.085
Si	9.061	15.547	29.239	0.078	0.218	-0.199
Si	5.409	3.008	24.423	0.051	-0.022	0.415
Si	3.434	14.619	26.533	-0.205	-0.157	0.389
Si	3.675	9.212	26.425	-0.16	0.096	0.504
Si	-0.11	8.21	24.655	0.02	0.013	0.756
Si	9.577	8.184	30.803	0.199	-0.141	-0.451
Si	-2.354	3.817	31.876	-0.075	-0.013	-0.298
Si	1.158	16.178	24.986	-0.029	-0.153	0.6
Si	0.038	7.601	28.867	0.037	0.111	-0.177
Si	5.778	5.829	28.754	0.076	-0.245	-0.35
Si	-1.413	6.663	31.289	-0.18	0.261	-0.682
Si	11.611	4.101	24.892	0.101	0.072	0.366
Si	7.544	12.064	26.357	0.047	0.009	0.473
Si	12.736	3.681	29.075	-0.277	-0.007	-0.382
Si	7.707	18.696	26.312	0.067	0.126	0.313
Si	2.974	3.743	31.78	-0.181	-0.204	-0.444
Si	10.909	8.174	24.088	0.083	-0.025	0.307
Si	-1.328	14.975	26.381	-0.079	0.055	0.287
Si	7.304	7.405	26.599	0.201	-0.038	0.301
Si	13.423	7.968	29.162	-0.056	-0.05	-0.282
Si	6.576	15.363	30.736	-0.192	0.025	-0.684
Si	3.742	15.702	29.43	0.113	0.275	-0.457
Si	3.559	18.738	29.139	0.18	-0.24	-0.392
Si	10.208	5.316	29.5	0.126	0.012	-0.366
Si	-0.002	12.476	31.089	-0.245	-0.04	-0.665
Si	14.036	3.185	26.316	-0.18	-0.096	0.303
Si	4.905	6.257	31.701	-0.028	0.105	-0.491
Si	12.036	13.042	29.372	0.171	0.039	-0.284
Si	7.389	10.219	30.708	-0.057	0.255	-0.482
Si	5.407	8.185	24.256	0.039	-0.061	0.264
Si	1.361	14.932	5.576	-0.054	-0.008	0
Si	4.1	1.35	5.597	-0.051	-0.019	-0.02
Si	1.346	4.082	5.591	-0.013	-0.025	-0.019
Si	4.066	6.824	5.565	0.02	-0.038	0.014
Si	1.353	9.512	5.574	0.002	0.014	-0.051
Si	4.087	12.256	5.588	0.034	0.021	-0.006
Si	6.828	14.98	5.538	0.029	0.036	-0.043
Si	9.511	1.397	5.551	0.022	-0.021	-0.062
Si	6.831	4.092	5.572	-0.017	0.045	-0.026
Si	9.539	6.816	5.547	0.021	0.04	-0.054
Si	6.819	9.527	5.571	-0.021	0.011	-0.013
Si	9.507	12.277	5.534	0.012	-0.019	-0.068
Si	12.233	14.958	5.542	0.007	0.004	-0.047
Si	14.927	1.39	5.567	0.047	0	-0.052
Si	12.22	4.087	5.524	-0.037	-0.038	-0.063
Si	14.906	6.821	5.567	-0.014	-0.041	-0.039
Si	12.249	9.512	5.522	0	0.05	-0.061
Si	14.93	12.238	5.546	0.015	-0.014	-0.025
Si	2.723	16.304	6.944	0.079	-0.029	0.005
Si	5.457	2.734	6.943	-0.026	-0.001	-0.004
Si	2.713	5.454	6.941	0.015	0.005	0.005
Si	5.441	8.175	6.935	-0.006	-0.002	-0.002
Si	2.714	10.885	6.939	-0.007	-0.002	0.004
Si	5.459	13.629	6.929	-0.041	0.001	-0.006
Si	8.167	16.343	6.925	-0.027	-0.011	0.01
Si	10.879	2.737	6.926	0.024	-0.008	0.006
Si	8.181	5.464	6.933	-0.027	-0.012	0.021
Si	10.895	8.172	6.921	0.012	-0.052	0.006
Si	8.168	10.907	6.926	-0.027	0.013	0.021
Si	10.874	13.611	6.922	0.005	-0.002	0.02
Si	13.58	16.328	6.926	-0.01	0.01	0.004
Si	-0.022	2.729	6.95	-0.006	0.02	0.014
Si	13.563	5.445	6.928	0.004	0.046	0.006
Si	-0.025	8.163	6.934	0.02	0.002	0.024
Si	13.585	10.874	6.92	0.021	-0.003	0.004
Si	-0.022	13.588	6.932	0.013	0.023	-0.004
Si	1.355	1.36	8.301	-0.008	0.008	-0.002
Si	4.083	4.093	8.305	0.014	0.011	0.004
Si	1.344	6.809	8.308	-0.008	-0.008	0.008
Si	4.08	9.532	8.309	-0.001	-0.008	0.003
Si	1.347	12.242	8.307	0.001	0.004	0.008
Si	4.091	14.963	8.316	-0.022	0.009	0.018
Si	6.806	1.368	8.313	-0.017	-0.009	0
Si	9.527	4.096	8.308	0.008	0.014	-0.001
Si	6.804	6.813	8.303	-0.016	-0.012	-0.001
Si	9.529	9.537	8.293	0.005	0.012	-0.009
Si	6.805	12.259	8.304	0.009	-0.004	-0.001
Si	9.522	14.975	8.3	0.013	0.012	-0.002
Si	12.228	1.37	8.304	-0.005	-0.002	0.004
Si	14.937	4.098	8.308	0.009	-0.034	0.003
Si	12.23	6.812	8.314	0.002	0.005	0.004
Si	14.948	9.53	8.308	0.009	0.002	0
Si	12.23	12.242	8.295	-0.006	0.005	-0.002
Si	14.948	14.967	8.297	0.012	-0.008	0.004
Si	-0.006	16.322	9.674	0.006	0.001	0.007
Si	2.718	2.727	9.672	0.004	-0.005	0.001
Si	-0.012	5.449	9.683	0.003	0.011	0.007
Si	2.713	8.17	9.677	0	0.006	0
Si	-0.009	10.886	9.682	0.001	-0.008	0.005
Si	2.716	13.604	9.674	0.015	-0.006	0.003
Si	5.442	16.332	9.685	-0.01	0.008	0.011
Si	8.162	2.734	9.679	0	-0.006	-0.002
Si	5.441	5.454	9.678	0	-0.004	0.008
Si	8.163	8.18	9.671	-0.01	-0.001	-0.01
Si	5.44	10.898	9.675	-0.013	0.007	0.007
Si	8.162	13.617	9.68	-0.011	0	-0.003
Si	10.874	16.331	9.68	0.003	-0.002	0.002
Si	13.589	2.728	9.681	0.006	0.007	-0.007
Si	10.876	5.454	9.689	-0.002	0.004	-0.001
Si	13.594	8.171	9.687	0.012	-0.015	-0.004
Si	10.877	10.891	9.682	0.007	-0.006	0.002
Si	13.591	13.604	9.671	-0.001	0.007	-0.005
Si	1.361	14.967	11.048	-0.005	0.006	0.005
Si	4.075	1.369	11.053	0.009	0.003	0.008
Si	1.359	4.089	11.049	-0.016	-0.007	0
Si	4.077	6.812	11.051	0.002	-0.006	0.002
Si	1.359	9.534	11.053	-0.011	-0.006	0.001
Si	4.075	12.25	11.05	-0.011	-0.002	0.004
Si	6.798	14.971	11.057	-0.002	0	0.001
Si	9.512	1.367	11.054	0.007	0.005	-0.006
Si	6.797	4.091	11.051	-0.006	0.001	0.002
Si	9.512	6.816	11.054	0.013	-0.012	-0.003
Si	6.799	9.537	11.048	0.002	0	-0.001
Si	9.514	12.25	11.056	0.015	-0.002	-0.002
Si	12.236	14.967	11.049	-0.009	0.002	-0.002
Si	14.958	1.366	11.047	0.004	0.003	-0.001
Si	12.236	4.092	11.057	-0.005	0	-0.005
Si	14.957	6.813	11.06	0.004	0.008	0
Si	12.237	9.535	11.061	-0.01	0.002	-0.003
Si	14.954	12.25	11.052	0.021	-0.004	-0.003
Si	2.72	16.325	12.43	-0.011	0.003	0.011
Si	5.435	2.73	12.425	-0.005	0	-0.005
Si	2.722	5.449	12.429	0.005	0.01	0.006
Si	5.435	8.18	12.42	0.007	0.003	-0.007
Si	2.717	10.896	12.428	0.008	-0.005	0.011
Si	5.43	13.613	12.424	-0.002	-0.009	-0.005
Si	8.151	16.332	12.434	0.006	0.007	0.012
Si	10.872	2.729	12.42	0.004	0.003	-0.011
Si	8.15	5.454	12.426	-0.002	0.005	0.001
Si	10.872	8.175	12.428	-0.004	-0.009	-0.016
Si	8.149	10.895	12.434	0	-0.001	0.007
Si	10.873	13.612	12.426	0.008	0.001	-0.016
Si	13.602	16.324	12.421	0.002	0.004	0.001
Si	0.004	2.722	12.421	-0.001	-0.001	-0.005
Si	13.599	5.45	12.431	0.004	-0.007	0
Si	0.005	8.174	12.428	0.006	0.003	-0.007
Si	13.599	10.896	12.437	0	-0.005	0.003
Si	0.005	13.606	12.421	-0.021	-0.002	-0.008
Si	1.363	17.687	13.805	-0.007	0.012	0.008
Si	4.081	4.085	13.805	0.01	-0.008	0.003
Si	1.369	6.82	13.802	-0.026	-0.012	-0.004
Si	4.08	9.539	13.8	-0.009	-0.009	-0.005
Si	1.368	12.262	13.808	-0.011	-0.008	-0.001
Si	4.077	14.965	13.811	0.015	-0.002	0.005
Si	6.783	17.689	13.807	0	0.012	0.003
Si	9.505	4.081	13.791	0.022	0.003	-0.006
Si	6.788	6.818	13.795	-0.001	-0.009	-0.004
Si	9.508	9.528	13.805	0.026	-0.002	-0.006
Si	6.778	12.255	13.804	-0.009	0.017	-0.003
Si	9.508	14.963	13.802	0.018	-0.01	-0.003
Si	12.234	17.687	13.783	-0.006	-0.001	-0.01
Si	14.968	4.083	13.793	-0.014	0.011	-0.009
Si	12.234	6.815	13.796	-0.005	0.012	-0.013
Si	14.975	9.539	13.804	0	-0.014	-0.005
Si	12.236	12.264	13.806	-0.024	0.003	-0.008
Si	14.969	14.964	13.793	0.029	-0.008	-0.012
Si	0.012	16.31	15.172	-0.072	-0.026	-0.026
Si	2.729	2.72	15.185	-0.01	0.007	0.003
Si	0.016	5.442	15.159	0.009	0.027	0.005
Si	2.728	8.185	15.18	0.022	0.025	-0.014
Si	0.015	10.903	15.184	-0.008	-0.001	-0.009
Si	2.728	13.609	15.203	-0.008	0.012	-0.025
Si	5.43	16.326	15.189	-0.013	-0.012	-0.007
Si	8.145	2.729	15.176	-0.003	-0.004	-0.013
Si	5.437	5.457	15.172	0.012	0.024	-0.015
Si	8.137	8.173	15.181	-0.011	-0.023	0.005
Si	5.419	10.903	15.188	0.021	-0.007	-0.012
Si	8.128	13.618	15.178	0.012	-0.024	-0.013
Si	10.877	16.328	15.156	0.01	0.026	-0.009
Si	13.599	2.718	15.152	0.012	0.01	0
Si	10.864	5.447	15.15	0.004	-0.011	0.001
Si	13.611	8.172	15.16	-0.012	-0.014	0.001
Si	10.866	10.901	15.164	0.024	-0.008	-0.009
Si	13.608	13.622	15.177	0.011	0.001	0.007
O	2.99	16.431	22.556	-0.24	-0.085	-0.74
O	13.303	9.636	26.751	-0.166	0.083	-0.082
O	12.661	10.176	32.292	0.151	0.227	0.708
O	2.649	5.419	22.637	0.094	0.104	-0.627
O	-1.339	12.845	23.266	0.291	-0.007	-0.543
O	8.212	10.901	22.621	0.037	-0.001	-0.509
O	13.27	9.462	29.798	0.179	0.038	0.252
O	4.819	9.309	27.608	-0.157	-0.163	0.094
O	0.049	17.086	33.376	0.091	-0.014	0.471
O	9.992	17.737	23.454	-0.166	-0.106	-0.474
O	6.69	12.725	25.155	-0.11	-0.246	-0.13
O	4.544	18.323	23.48	-0.368	-0.311	-0.321
O	2.4	15.733	25.956	-0.277	0.408	-0.178
O	6.165	14.544	23.322	-0.148	0.283	-0.337
O	12.207	7.697	28.085	0.149	0.059	-0.06
O	12.899	15.232	32.715	-0.064	0.104	0.662
O	8.242	5.501	22.575	-0.029	-0.166	-0.519
O	3.443	18.74	32.595	0.239	-0.145	0.281
O	9.297	7.825	32.365	-0.29	0.047	0.648
O	13.547	16.322	22.584	-0.012	0.127	-0.499
O	9.582	18.604	32.276	0.2	0.092	0.402
O	4.505	12.481	23.606	0.008	-0.378	-0.364
O	7.79	4.073	32.671	-0.097	-0.037	0.224
O	10.404	6.916	23.208	0.025	-0.295	0.035
O	3.79	13.635	32.508	0.237	-0.067	0.135
O	10.951	2.748	25.473	-0.029	0.05	-0.051
O	6.696	6.938	28.021	0.149	0.205	-0.034
O	11.007	6.129	33.322	-0.053	0.058	0.657
O	6.224	6.161	32.661	0.124	-0.028	0.316
O	13.536	10.883	22.374	0.087	0.029	-0.833
O	8.863	13.308	32.503	-0.04	-0.15	0.482
O	13.441	17.991	26.335	0.052	0.068	-0.328
O	13.754	5.548	22.519	0.107	0.019	-0.178
O	13.472	15.404	26.016	-0.107	0.025	-0.077
O	8.815	17.576	25.908	0.187	-0.182	-0.301
O	11.808	5.011	29.286	0.008	0.036	0.288
O	0.297	11.145	33.538	-0.038	0.31	0.212
O	-1.986	15.205	30.461	0.223	0.027	0.147
O	9.555	4.366	30.639	0.127	-0.357	0.243
O	4.178	11.723	28.467	0.063	0.052	-0.017
O	2.755	10.561	26.514	0.083	-0.336	-0.541
O	7.071	15.854	32.207	0.114	0.187	0.713
O	-1.403	5.138	31.83	0.158	-0.105	0.424
O	-1.491	7.858	28.329	0.066	-0.091	0.132
O	13.173	4.181	25.353	-0.116	0.171	-0.241
O	12.593	4.198	32.659	-0.2	0.13	0.175
O	4.581	7.111	23.364	-0.088	-0.15	-0.178
O	0.295	6.321	33.601	0.068	-0.099	0.453
O	4.356	9.219	24.952	-0.05	0.012	-0.382
O	8.094	16.206	22.663	-0.028	0.041	-0.571
O	9.56	8.895	24.638	-0.219	0.166	-0.363
O	6.73	4.555	29.109	-0.052	-0.089	0.359
O	2.721	3.31	30.219	-0.151	0.2	0.382
O	5.324	17.189	33.429	0.15	0.162	0.571
O	3.076	17.185	29.231	-0.337	0.109	0.009
O	1.657	4.392	32.482	-0.037	-0.11	0.345
O	1.486	12.835	31.632	0.286	-0.015	0.084
O	-1.198	13.477	25.809	0.118	-0.341	-0.358
O	10.313	12.38	23.396	-0.174	-0.366	-0.058
O	10.613	9.563	26.955	0.074	0.077	-0.376
O	13.814	3.783	27.836	-0.118	0.198	-0.161
O	7.612	18.853	30.508	0.283	0.071	0.529
O	8.251	8.928	30.205	-0.062	-0.103	-0.104
O	11.64	14.635	23.309	0.109	0.192	-0.042
O	10.693	5.222	25.648	0.211	0.004	-0.316
O	11.028	13.104	28.089	0.216	-0.248	-0.195
O	0.814	6.94	25.139	0.006	-0.157	-0.24
O	10.802	9.235	30.668	-0.121	0.001	0.041
O	5.331	11.686	33.258	0.22	-0.104	0.54
O	6.484	9.034	23.389	0.127	0.141	0.061
O	2.601	10.835	22.741	0.296	0.045	-0.514
O	9.998	16.815	29.667	-0.164	0.08	-0.066
O	2.746	14.674	30.192	-0.46	-0.435	0.369
O	9.929	6.865	29.905	-0.013	0.266	0.299
O	4.469	3.907	25.415	-0.019	-0.226	-0.218
O	8.686	11.079	25.752	0.003	-0.125	-0.131
O	1.098	15.214	23.662	0.147	-0.379	-0.435
O	-1.515	7.728	32.529	-0.067	0.102	0.5
O	11.065	16.997	33.448	-0.165	0.001	0.362
O	12.694	12.68	24.742	-0.311	-0.317	-0.211
O	4.001	7.488	32.263	0.025	-0.032	0.278
O	12.378	16.898	30.681	0.051	0.107	0.398
O	5.165	18.765	29.451	-0.019	-0.096	0.459
O	-1.124	12.793	32.246	0.036	0.006	0.465
O	7.044	10.017	32.286	0.117	0.157	0.758
O	-0.752	3.15	25.724	0.393	0.022	-0.595
O	13.646	3.355	30.361	0.464	0.142	0.483
O	2.395	5.205	26.347	-0.086	-0.06	-0.37
O	-0.15	10.956	30.482	-0.085	0.151	0.255
O	0.813	9.034	28.95	-0.108	-0.098	0.105
O	-1.576	11.067	25.201	0.148	0.057	-0.503
O	8.324	3.857	26.02	-0.078	0.105	-0.002
O	6.155	7.385	25.461	-0.176	-0.131	-0.624
O	11.858	14.275	30.439	0.17	0.06	0.428
O	8.003	8.854	26.844	-0.048	0.26	-0.073
O	11.787	9.178	23.18	-0.126	0.092	-0.373
O	2.427	9.184	33.373	0.011	0.082	0.441
O	10.855	11.728	33.271	0.021	0.039	0.459
O	8.282	11.591	30.502	0.231	-0.017	0.202
O	13.545	6.883	30.371	0.043	-0.277	0.197
O	6.39	18.452	25.395	-0.11	-0.199	-0.168
O	0.709	9.091	23.548	0.035	0.076	-0.256
O	7.516	15.986	29.528	-0.038	-0.161	0.287
O	5.077	15.814	30.349	0.171	-0.212	0.495
O	9.246	14.12	30.043	0.05	-0.156	0.129
O	6.547	11.325	27.388	0.006	-0.049	-0.32
O	0.811	6.626	27.833	-0.191	-0.231	-0.032
O	4.082	15.137	27.938	0.191	-0.187	-0.037
O	11.88	7.811	25.394	-0.237	-0.184	-0.454
O	10.445	13.817	25.603	0.299	0.032	-0.495
O	-0.371	9.008	26.069	0.308	-0.287	-0.442
O	13.582	13.176	28.829	0.015	-0.083	0.173
O	-1.6	18.913	32.615	-0.142	-0.033	0.147
O	11.644	18.788	28.895	0.121	-0.054	-0.22
O	2.64	13.213	26.821	0.045	0.058	0.189
O	7.308	18.554	27.884	0.174	-0.03	0.073
O	-0.905	10.814	27.867	-0.2	-0.003	0.037
O	9.522	15.293	27.691	0.151	-0.077	0.119
O	12.18	16.375	28.079	-0.212	0.113	-0.019
O	6.771	13.727	30.777	-0.133	-0.155	0.456
O	-1.135	18.183	23.434	-0.234	0.08	-0.323
O	-1.068	15.073	27.978	-0.111	-0.019	0.066
O	1.54	11.574	28.594	0.003	0.157	0.215
O	2.84	7.842	26.654	-0.112	0.052	0.136
O	-0.086	6.918	30.346	-0.206	0.057	0.449
O	8.421	13.118	27.221	-0.198	-0.143	-0.162
O	4.646	14.373	25.488	0.12	-0.149	-0.268
O	11.608	4.113	23.271	-0.022	-0.076	-0.401
O	0.749	3.764	23.489	0.232	0.298	-0.215
O	4.607	5.319	27.742	0.166	0.062	-0.219
O	11.815	11.633	30.145	-0.051	-0.246	0.301
O	11.229	16.554	25.576	-0.035	0.097	-0.139
O	-0.232	13.432	29.784	0.311	-0.141	0.156
O	5.216	6.513	30.116	-0.351	-0.043	0.387
O	1.779	15.371	32.522	0.009	0.064	0.231
O	6.318	3.974	23.48	0.047	-0.091	-0.155
O	1.188	17.795	24.702	0.162	0.168	0.028
O	6.036	10.299	29.788	0.161	-0.108	0.312
O	-0.255	15.987	25.756	0.158	0.301	0.003
O	8.503	6.448	26.095	-0.043	-0.031	-0.236
O	3.284	3.024	27.641	-0.31	-0.211	-0.083
O	4.185	4.815	31.847	0.311	-0.113	0.328
O	9.508	4.995	28.068	0.142	0.177	0.139
H	-0.271	6.996	22.572	0.022	0.075	-0.122
O	-1.585	7.767	24.089	-0.233	0.011	0.126
H	13.977	7.666	24.694	0.018	0.016	0.181

Results
total energy: -101688.142 eV
total energy less fixed offsets of H -15.91, O -438.35, Si -107.03 eV per atom: -3.122 eV
